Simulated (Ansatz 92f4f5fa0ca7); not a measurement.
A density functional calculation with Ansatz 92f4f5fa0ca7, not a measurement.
Periodic cell of 184 atoms, Si120O64, from a study of silicon, its oxide and their interface. The atomic structure is a simulated model.

Settings
functional: r2SCAN
potential files: Ansatz PAW
basis: plane waves
wave-function cutoff: 800 eV
density cutoff ratio: 5
exchange-correlation grid ratio: 1
k mesh: 1 x 1 x 1, shifted by 0.5 0.5 0 of a step
self-consistency stop: 1e-10 eV per atom in the density residual
occupations: fixed
spin: none
net charge: 0

Cell vectors (angstrom)
a  10.88  0  0
b  0  10.88  0
c  0  0  26.5855

Atoms: element, x, y, z (angstrom)
Si  -0.1585  0.349  0.0128
Si  2.5069  2.8436  0.1293
Si  0.4497  5.1364  0.0994
Si  2.9654  7.7414  0.0551
Si  5.703  -0.3634  -0.1362
Si  8.4717  2.5266  -0.065
Si  5.3024  5.6658  -0.1762
Si  8.0502  8.4041  -0.3753
Si  1.346  1.3655  1.461
Si  4.1779  4.0709  1.2163
Si  1.5225  6.6443  1.5073
Si  4.1143  9.4387  1.212
Si  6.8503  1.2917  1.1418
Si  9.5978  4.0724  1.2737
Si  6.9147  6.8233  1.074
Si  9.5889  9.4824  1.1086
Si  -0.004  2.7408  2.7515
Si  2.7719  -0.0719  2.6178
Si  0.0385  8.1281  2.5647
Si  2.8811  5.3099  2.7798
Si  5.5097  2.6632  2.5347
Si  8.2062  -0.059  2.545
Si  5.5213  8.1047  2.5598
Si  8.1978  5.4626  2.5364
Si  1.408  4.0408  4.0809
Si  4.1273  1.3374  3.9416
Si  1.382  9.4747  3.9654
Si  4.19  6.7814  4.0103
Si  6.8428  4.0607  3.9066
Si  9.5027  1.3127  3.9862
Si  6.8364  9.4946  3.9361
Si  9.5397  6.7998  3.9454
Si  0.0121  -0.0332  5.32
Si  2.7609  2.6577  5.3706
Si  0.0166  5.4483  5.3441
Si  2.7533  8.1261  5.3293
Si  5.4737  -0.0196  5.307
Si  8.1592  2.7025  5.3229
Si  5.5106  5.4057  5.3374
Si  8.1744  8.1479  5.321
Si  1.3498  1.3251  6.6945
Si  4.0949  4.0886  6.689
Si  1.3738  6.7952  6.71
Si  4.0879  9.5252  6.6758
Si  6.7963  1.352  6.6942
Si  9.5197  4.0739  6.6824
Si  6.8245  6.7904  6.6956
Si  9.5183  9.5126  6.6892
Si  -0.0072  2.7089  8.0469
Si  2.6982  -0.0204  8.0428
Si  -0.0196  8.1457  8.0429
Si  2.7226  5.4347  8.083
Si  5.4336  2.7316  8.0344
Si  8.1664  0.0042  8.0675
Si  5.4363  8.1583  8.0374
Si  8.1625  5.4338  8.0513
Si  1.3345  4.062  9.4307
Si  4.0061  1.4224  9.3559
Si  1.3075  9.5202  9.3927
Si  4.0555  6.8488  9.4345
Si  6.7775  4.094  9.3979
Si  9.5041  1.3915  9.4462
Si  6.7968  9.5036  9.4099
Si  9.5083  6.7886  9.414
Si  -0.0101  0.0071  10.7832
Si  2.6683  2.7191  10.8329
Si  -0.0543  5.4046  10.7835
Si  2.6214  8.1879  10.79
Si  5.3788  0.0631  10.6252
Si  8.1393  2.7906  10.7984
Si  5.4228  5.4609  10.7494
Si  8.1645  8.1336  10.7973
Si  1.304  1.3337  12.2307
Si  4.0055  4.1804  12.1235
Si  1.2504  6.7698  12.1533
Si  3.9664  9.7092  11.9933
Si  6.6772  1.4162  12.002
Si  9.4913  4.1152  12.2604
Si  6.822  6.7284  12.1492
Si  9.515  9.5356  12.1445
Si  -0.1124  2.6321  13.6182
Si  2.7283  0.0514  13.6381
Si  -0.0399  8.1498  13.5694
Si  2.5753  5.4321  13.5668
Si  5.3909  2.8066  13.394
Si  8.01  0.0475  13.3111
Si  5.3194  8.2471  13.1016
Si  8.1744  5.4623  13.7426
Si  1.3714  3.8586  14.96
Si  3.824  1.8371  14.8205
Si  1.6446  9.1797  14.8251
Si  3.9137  7.11  14.5075
Si  6.9907  3.7316  14.8609
Si  9.0965  1.4068  14.8313
Si  6.7586  9.384  14.4899
Si  9.1555  7.2941  15.0654
Si  1.7428  1.6262  18.2662
Si  -6.6039  14.5624  19.715
Si  0.3038  10.8055  23.6836
Si  5.829  5.7977  16.6452
Si  2.1403  6.0287  19.4974
Si  7.1193  2.5477  21.6628
Si  -1.0483  1.5156  21.8113
Si  0.2349  -0.2731  19.8394
Si  -2.6865  18.4686  17.8218
Si  10.8081  -0.1572  16.8961
Si  4.4149  7.3411  18.5645
Si  9.5525  8.3284  23.411
Si  8.5235  6.7115  20.8922
Si  -5.3263  6.0196  21.0089
Si  4.321  1.5562  24.6361
Si  -1.5499  14.7534  20.168
Si  -4.8046  -1.1618  17.4299
Si  2.9232  -4.1106  22.2206
Si  4.7162  12.3327  17.7307
Si  4.2654  1.3615  21.5327
Si  2.4144  9.771  21.6376
Si  6.549  3.6901  24.463
Si  1.1485  6.9885  24.4841
Si  0.4259  15.1642  17.9221
O  0.6418  -0.0888  -1.3315
O  -15.8879  1.5696  -5.3073
O  3.0011  1.9715  -1.1469
O  1.4367  3.9429  -0.4189
O  0.1815  6.0018  -1.2572
O  -2.2365  7.9613  -1.8564
O  0.1574  7.7114  -3.1136
O  1.9247  8.0769  -1.1688
O  4.8934  0.1261  -1.4711
O  3.9645  1.5798  -3.4965
O  7.9504  3.31  -1.4051
O  9.579  1.4098  -0.509
O  4.1352  6.7533  -0.5597
O  5.9973  5.1165  -1.5689
O  6.8519  9.4833  -0.6804
O  1.1235  1.0507  19.6202
O  4.4129  6.1328  22.1483
O  3.1614  4.7894  19.4307
O  0.5163  4.3876  16.2888
O  0.7974  9.5877  16.1572
O  -1.4632  16.2363  20.8228
O  2.8428  8.1239  15.2682
O  4.7538  12.4515  16.127
O  0.8345  5.682  18.6279
O  8.0386  2.5569  15.3675
O  9.5226  0.3713  16.0557
O  -1.4698  7.3665  16.7214
O  6.0231  9.9398  15.8305
O  1.571  3.2088  18.2968
O  7.8996  8.3225  14.9626
O  7.5113  9.0734  17.8262
O  5.7697  0.2778  18.1306
O  0.8698  1.1459  16.9969
O  -1.8859  -3.0711  21.985
O  1.2654  9.5322  20.49
O  2.8321  18.2376  18.8629
O  -0.3953  21.0481  18.3983
O  -0.9244  0.194  20.8555
O  1.8861  6.2829  21.0656
O  6.2323  4.3047  16.2031
O  -7.6636  11.8962  18.1319
O  4.9451  13.7624  18.4623
O  4.8869  8.6799  17.8178
O  -2.3129  -3.5769  19.3729
O  5.473  -8.2624  24.9808
O  -3.7666  -15.2498  17.289
O  3.595  13.4423  20.6771
O  2.2923  6.2612  23.6133
O  9.8626  3.8907  18.605
O  9.8362  9.9174  23.429
O  2.6389  2.8703  15.3494
O  7.0642  -4.5943  21.4523
O  5.254  7.1896  19.9283
O  13.9677  8.3709  22.056
O  7.8151  3.2824  20.3663
O  5.4704  4.5112  20.421
O  -0.083  1.382  23.0957
O  1.648  -0.5425  22.9368
O  3.6016  -0.0798  21.1616
O  -0.6157  2.8662  21.0224
O  -4.1887  3.6003  22.8505
O  5.1853  -4.3147  15.3852
O  -2.5922  1.6104  22.2787
O  4.6725  5.958  17.7396

Results
free energy: -113255.822 eV
free energy less fixed offsets of O -570.45, Si -639.56 eV per atom: 0.178 eV

Forces (eV/angstrom), in the order of the atoms: element, x, y, z
Si  -0.0539  -0.0373  0.1507
Si  0.0585  0.0311  0.1422
Si  -0.026  -0.0226  0.2125
Si  0.0332  0.032  0.1877
Si  0.02  -0.0063  0.1627
Si  -0.0086  -0.0132  0.1783
Si  0.0168  -0.0411  0.1691
Si  -0.0199  0.0101  0.1952
Si  0.0305  0.0059  0.0195
Si  0.0414  -0.0369  0.0128
Si  -0.0106  0.011  0.0472
Si  -0.0024  0.0014  -0.0105
Si  -0.0401  0.0178  0.0077
Si  -0.0043  0.0046  0.0003
Si  0.0068  0.024  -0.0038
Si  -0.0004  0.0134  -0.0235
Si  0.0323  -0.006  0.0638
Si  0.0124  0.0237  0.0192
Si  0.0166  -0.0049  0.0149
Si  -0.0281  0.0123  0.0521
Si  0.0002  -0.0085  0.0114
Si  0.0186  -0.0134  0.0354
Si  -0.0122  0.0107  0.0346
Si  -0.0143  -0.0419  -0.0102
Si  0.0155  -0.0033  0.0146
Si  -0.0169  0.014  -0.0275
Si  -0.0024  -0.0038  -0.028
Si  0.0267  -0.0289  -0.0173
Si  -0.0117  0.0074  -0.0199
Si  -0.015  0.007  -0.0233
Si  -0.0292  0.0195  -0.0475
Si  0.0263  0.0097  -0.0248
Si  0.0128  0.0053  -0.0011
Si  -0.0122  0.0034  0.0136
Si  0.0208  -0.0075  0.0037
Si  0.0143  -0.0057  -0.0023
Si  0.0133  -0.0191  -0.0002
Si  0.0016  -0.0118  -0.0016
Si  -0.0412  -0.0008  -0.0104
Si  -0.0105  0.0081  -0.0164
Si  0.0091  0.0009  0.0039
Si  0.0297  0.0095  0.0064
Si  0.0083  0.0132  -0.0005
Si  0.0062  0.0114  -0.0025
Si  -0.0275  0.0108  0.0032
Si  0.0093  -0.0161  0.0101
Si  -0.0067  -0.0073  0.0006
Si  -0.0124  0.0032  0.0028
Si  0.0268  -0.01  -0.0004
Si  -0.007  0.0064  -0.0065
Si  0.019  0.0062  -0.0019
Si  -0.0047  -0.0308  -0.014
Si  -0.0375  -0.0104  -0.0114
Si  -0.0039  -0.0064  -0.007
Si  -0.007  -0.0125  -0.0099
Si  -0.0181  0.0322  -0.0057
Si  -0.0105  0.0258  0.0181
Si  0.0205  -0.0109  0.0083
Si  0.0245  -0.0017  0.0174
Si  0.0041  0.0199  -0.002
Si  -0.0027  -0.0155  -0.0084
Si  -0.0051  -0.0029  0.0067
Si  -0.0149  0.0124  -0.004
Si  0.0084  -0.0275  0.0037
Si  0.0069  0.0101  0.0217
Si  0.028  -0.037  0.0217
Si  0.0502  -0.0174  0.0298
Si  0.0052  0.0074  0.0423
Si  -0.0072  0.0017  -0.0045
Si  -0.0301  0.0213  0.0518
Si  -0.0291  0.0297  0.0327
Si  -0.0051  -0.0171  0.0339
Si  -0.0018  0.0041  -0.0418
Si  0.0035  -0.0061  -0.039
Si  0.0139  0.032  -0.0126
Si  0.0078  -0.053  -0.0621
Si  -0.0054  -0.0277  -0.0551
Si  -0.0018  -0.0298  -0.0143
Si  -0.0271  0.0654  -0.0669
Si  -0.0341  0.0125  -0.0518
Si  0.0009  0.0103  0.0112
Si  0.0082  0.0437  0.0299
Si  -0.0224  -0.0095  -0.0426
Si  0.0013  0.0144  0.0404
Si  0.0251  0.0058  -0.0147
Si  -0.0013  0.0281  -0.0359
Si  -0.0587  -0.0391  -0.0503
Si  -0.009  0.053  -0.0314
Si  0.0327  -0.0285  -0.1931
Si  -0.0943  -0.029  -0.1604
Si  0.0922  0.0023  -0.1347
Si  -0.063  -0.0446  -0.1321
Si  0.0648  0.0262  -0.1281
Si  -0.0004  0.0096  -0.1339
Si  0.0887  -0.0836  -0.0635
Si  -0.0415  -0.0352  -0.1262
Si  -0.0137  -0.0263  -0.0207
Si  0.0528  0.015  -0.0031
Si  0.0035  -0.0069  0.0787
Si  -0.0006  -0.0032  -0.0653
Si  0.0395  0.0012  0.0081
Si  0.0121  0.0214  0.0072
Si  -0.013  -0.0226  0.0281
Si  0.0082  0.0128  -0.0425
Si  0.0195  -0.0176  -0.0527
Si  0.0068  -0.0581  -0.0638
Si  -0.0104  0.0002  -0.0108
Si  -0.02  -0.0153  0.1062
Si  -0.0541  -0.039  0.001
Si  -0.0358  0.0244  -0.027
Si  -0.0125  -0.0066  0.0914
Si  -0.0076  0.0034  -0.0031
Si  -0.0212  -0.0238  -0.0846
Si  0.005  -0.0306  -0.0155
Si  -0.0393  0.0253  -0.099
Si  0.0033  0.0261  0.0542
Si  -0.0306  0.0049  0.0123
Si  -0.0069  0.0236  0.0518
Si  -0.0207  0.0379  0.1487
Si  -0.0319  -0.0103  -0.0583
O  0.0381  0.0135  -0.0963
O  0.0052  -0.0258  -0.0092
O  -0.0082  -0.0436  -0.064
O  -0.0131  -0.0004  -0.0678
O  0.0052  -0.0148  -0.1314
O  0.0343  -0.0265  -0.1259
O  -0.0095  0.0096  -0.054
O  -0.0188  0.0187  -0.1252
O  -0.0268  -0.0115  -0.1117
O  -0.0401  -0.006  -0.0705
O  -0.003  0.0232  -0.0806
O  0.0217  -0.0157  -0.0619
O  0.0088  0.0151  -0.0875
O  0.0104  -0.0049  -0.0924
O  -0.0268  0.0156  -0.051
O  0.0194  0.0259  -0.0041
O  -0.0051  -0.0016  0.0174
O  -0.0303  0.0065  0.0097
O  -0.0221  0.0368  0.0821
O  -0.0391  0.025  0.0737
O  0.027  0.0259  0.0003
O  -0.0367  0.0247  0.0783
O  0.0535  -0.0044  0.0886
O  -0.0058  0.0254  0.0228
O  -0.0102  0.005  0.0658
O  0.0162  -0.0161  0.0584
O  0.0122  0.0232  0.1143
O  -0.0134  0.0371  0.0941
O  0.046  0.0391  0.0286
O  0.0032  -0.0046  0.0211
O  0.0179  0.0118  0.003
O  0.0084  0.0178  0.0415
O  0.0034  0.039  -0.0022
O  -0.0125  0.0118  -0.0333
O  0.0071  -0.0383  -0.0088
O  -0.0001  -0.0016  -0.0205
O  -0.0254  -0.018  0.0254
O  -0.0196  -0.0256  0.0076
O  -0.0179  -0.0065  -0.0093
O  0.004  -0.0148  0.0619
O  0.0284  -0.0329  0.0418
O  0.0133  0.0123  0.0088
O  -0.0204  -0.0011  0.0154
O  0.0305  0.0019  -0.0191
O  -0.0079  -0.025  0.0323
O  -0.0146  -0.0142  0.0398
O  -0.0523  -0.014  -0.0219
O  0.0119  -0.0071  0.0011
O  -0.006  0.0077  -0.0082
O  -0.0329  0.0241  -0.0424
O  0.0043  -0.0097  0.0686
O  0.026  -0.009  0.002
O  0.008  0.0172  0.0122
O  0.0151  0.0285  0.0077
O  -0.0445  -0.0008  -0.0218
O  0.0386  -0.0247  -0.0305
O  -0.0054  0.0191  -0.0013
O  0.0661  -0.005  -0.0152
O  0.0103  0.003  -0.024
O  0.0411  0.0244  -0.0187
O  0.0132  0.0275  -0.0579
O  0.0779  -0.0165  0.055
O  -0.0112  -0.0011  0.0088
O  -0.0402  -0.0276  0.0363

The program warned: the cutoff lies below the one the program advises for these potential files; the forces do not sum to zero within the program's tolerance; empty levels may hold ghost states of the PAW files; the exchange-correlation potential is rough where the density is thin.
